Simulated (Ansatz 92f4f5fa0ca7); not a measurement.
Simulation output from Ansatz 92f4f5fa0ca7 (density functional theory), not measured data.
Periodic cell of 357 atoms, Si241O116, from a study of silicon, its oxide and their interface. The atomic structure is a simulated model.
Doubt: the cutoff is far below the 930 eV that the study's wrapper takes by default for these files, so forces and energies are approximate.
This geometry differs little from another in the collection (a relaxation step or a small displacement).

Settings: functional PBE; potential files Ansatz PAW; basis plane waves; wave-function cutoff 580 eV; density cutoff ratio 5; exchange-correlation grid ratio 1; k mesh 1 x 1 x 1, Gamma-centred; self-consistency stop 5e-08 eV per atom in the density residual; occupations fixed; spin none; net charge 0.

Cell vectors (angstrom)
a, 11.6015, 0, 0
b, 0, 13.3963, 0
c, 0, 0, 40.7344

Atoms: element, x, y, z (angstrom)
Si, 0, 2.2327, 1.1851
Si, 3.8672, 2.2327, 1.1851
Si, 7.7343, 2.2327, 1.1851
Si, 1.9336, 5.5818, 1.1851
Si, 5.8008, 5.5818, 1.1851
Si, 9.6679, 5.5818, 1.1851
Si, 0, 8.9308, 1.1851
Si, 3.8672, 8.9308, 1.1851
Si, 7.7343, 8.9308, 1.1851
Si, 1.9336, 12.2799, 1.1851
Si, 5.8008, 12.2799, 1.1851
Si, 9.6679, 12.2799, 1.1851
Si, 1.9336, 1.1164, 1.9745
Si, 5.8008, 1.1164, 1.9745
Si, 9.6679, 1.1164, 1.9745
Si, 0, 4.4654, 1.9745
Si, 3.8672, 4.4654, 1.9745
Si, 7.7343, 4.4654, 1.9745
Si, 1.9336, 7.8145, 1.9745
Si, 5.8008, 7.8145, 1.9745
Si, 9.6679, 7.8145, 1.9745
Si, 0, 11.1635, 1.9745
Si, 3.8672, 11.1635, 1.9745
Si, 7.7343, 11.1635, 1.9745
Si, 1.9336, 1.1164, 4.3426
Si, 5.8008, 1.1164, 4.3426
Si, 9.6679, 1.1164, 4.3426
Si, 0, 4.4654, 4.3426
Si, 3.8672, 4.4654, 4.3426
Si, 7.7343, 4.4654, 4.3426
Si, 1.9336, 7.8145, 4.3426
Si, 5.8008, 7.8145, 4.3426
Si, 9.6679, 7.8145, 4.3426
Si, 0, 11.1635, 4.3426
Si, 3.8672, 11.1635, 4.3426
Si, 7.7343, 11.1635, 4.3426
Si, 0, 0, 36.3939
Si, 3.8672, 0, 36.3939
Si, 7.7343, 0, 36.3939
Si, 1.9336, 3.3491, 36.3939
Si, 5.8008, 3.3491, 36.3939
Si, 9.6679, 3.3491, 36.3939
Si, 0, 6.6981, 36.3939
Si, 3.8672, 6.6981, 36.3939
Si, 7.7343, 6.6981, 36.3939
Si, 1.9336, 10.0472, 36.3939
Si, 5.8008, 10.0472, 36.3939
Si, 9.6679, 10.0472, 36.3939
Si, 0, 0, 38.762
Si, 3.8672, 0, 38.762
Si, 7.7343, 0, 38.762
Si, 1.9336, 3.3491, 38.762
Si, 5.8008, 3.3491, 38.762
Si, 9.6679, 3.3491, 38.762
Si, 0, 6.6981, 38.762
Si, 3.8672, 6.6981, 38.762
Si, 7.7343, 6.6981, 38.762
Si, 1.9336, 10.0472, 38.762
Si, 5.8008, 10.0472, 38.762
Si, 9.6679, 10.0472, 38.762
Si, 0, 2.2327, 39.5514
Si, 3.8672, 2.2327, 39.5514
Si, 7.7343, 2.2327, 39.5514
Si, 1.9336, 5.5818, 39.5514
Si, 5.8008, 5.5818, 39.5514
Si, 9.6679, 5.5818, 39.5514
Si, 0, 8.9308, 39.5514
Si, 3.8672, 8.9308, 39.5514
Si, 7.7343, 8.9308, 39.5514
Si, 1.9336, 12.2799, 39.5514
Si, 5.8008, 12.2799, 39.5514
Si, 9.6679, 12.2799, 39.5514
Si, 0.2741, 0.2401, 29.5106
Si, 4.1203, 2.6859, 30.2346
Si, 8.0726, 0.5205, 29.3432
Si, 2.0648, 3.4601, 29.5071
Si, 5.8471, 3.8916, 29.0956
Si, 9.8532, 3.7544, 29.3686
Si, 0.2111, 6.6716, 29.2591
Si, 4.0325, 7.0588, 29.365
Si, 7.7148, 8.4652, 28.3789
Si, 3.3106, 10.909, 28.7356
Si, 5.6925, 10.9655, 28.2236
Si, 10.3019, 10.2777, 28.3155
Si, 0.0827, 2.4735, 30.2454
Si, 4.0162, 0.6004, 29.301
Si, 7.7933, 2.7341, 29.9076
Si, 2.1643, 5.6867, 30.0548
Si, 5.8949, 5.9352, 30.2597
Si, 9.8023, 5.9075, 30.2538
Si, 0.694, 8.7859, 30.1341
Si, 3.0757, 9.0178, 30.1812
Si, 7.8302, 7.2453, 30.2904
Si, 2.3284, 12.607, 30.1446
Si, 6.0479, 12.7612, 29.7193
Si, 9.8552, 12.6863, 30.2201
Si, 0.0509, 2.2557, 32.5578
Si, 3.9725, 2.2901, 32.5381
Si, 7.7853, 2.3627, 32.3336
Si, 2.0466, 5.6258, 32.448
Si, 5.8082, 5.5827, 32.5638
Si, 9.8197, 5.6161, 32.5723
Si, 0.0549, 8.9316, 32.436
Si, 3.8359, 9.0173, 32.4501
Si, 7.7736, 8.6951, 32.3078
Si, 2.063, 12.313, 32.4658
Si, 5.9069, 12.3287, 32.1795
Si, 9.7398, 12.2534, 32.4918
Si, 2.0105, 1.1363, 33.2433
Si, 5.9153, 1.1242, 33.1703
Si, 9.6687, 1.142, 33.2151
Si, 0.1265, 4.4879, 33.2982
Si, 3.9074, 4.4847, 33.3415
Si, 7.8118, 4.533, 33.2601
Si, 1.9661, 7.8429, 33.3058
Si, 5.7788, 7.8382, 33.2305
Si, 9.7279, 7.8379, 33.301
Si, 0.1039, 11.1694, 33.2202
Si, 4.0019, 11.2389, 33.2056
Si, 7.7656, 11.0587, 33.0287
Si, 1.9437, 1.1197, 35.6084
Si, 5.82, 1.109, 35.5705
Si, 9.6565, 1.1231, 35.5941
Si, 0.018, 4.4731, 35.6394
Si, 3.865, 4.472, 35.668
Si, 7.7412, 4.4698, 35.6165
Si, 1.9346, 7.8101, 35.6458
Si, 5.7905, 7.8269, 35.6005
Si, 9.6779, 7.8255, 35.6419
Si, 0.0139, 11.1609, 35.5929
Si, 3.8925, 11.1733, 35.5889
Si, 7.7256, 11.134, 35.4985
Si, -0.0057, 0.0021, 5.1511
Si, 3.8699, 0.01, 5.1412
Si, 7.7376, -0.0057, 5.149
Si, 1.9274, 3.3432, 5.1329
Si, 5.7992, 3.3465, 5.1279
Si, 9.6599, 3.3464, 5.1219
Si, -0.0077, 6.6993, 5.1018
Si, 3.8486, 6.6994, 5.1084
Si, 7.727, 6.7002, 5.1012
Si, 1.923, 10.0326, 5.1421
Si, 5.7884, 10.043, 5.1273
Si, 9.672, 10.0442, 5.1506
Si, -0.0325, -0.0241, 7.5331
Si, 3.8549, 0.0124, 7.5143
Si, 7.7243, -0.0526, 7.5293
Si, 1.8664, 3.3163, 7.5023
Si, 5.7585, 3.3369, 7.4932
Si, 9.5956, 3.317, 7.4805
Si, -0.0864, 6.672, 7.4474
Si, 3.7501, 6.6817, 7.4583
Si, 7.6543, 6.7019, 7.446
Si, 1.8637, 9.9802, 7.5186
Si, 5.7227, 10.02, 7.4923
Si, 9.6489, 10.0155, 7.5342
Si, -0.0875, 2.2235, 8.3059
Si, 3.8263, 2.2644, 8.3217
Si, 7.6795, 2.1847, 8.3042
Si, 1.8064, 5.546, 8.2512
Si, 5.6939, 5.6023, 8.1804
Si, 9.5702, 5.5707, 8.2071
Si, -0.0613, 8.833, 8.3838
Si, 3.7932, 8.8798, 8.3218
Si, 7.6708, 8.9268, 8.236
Si, 1.9315, 12.2364, 8.2198
Si, 5.7673, 12.2463, 8.2906
Si, 9.6625, 12.2309, 8.3664
Si, -0.1765, 2.3223, 10.6785
Si, 3.7822, 2.4759, 10.6902
Si, 5.6261, 1.5178, 11.7079
Si, 3.6034, 4.7019, 11.4021
Si, 5.541, 5.6907, 10.5042
Si, 9.402, 5.6026, 10.5432
Si, -0.1433, 8.6327, 10.8079
Si, 3.6837, 8.717, 10.7047
Si, 7.6003, 8.914, 10.5791
Si, 1.964, 11.9535, 10.5309
Si, 5.7519, 11.9628, 10.6354
Si, 9.7651, 12.0818, 10.753
Si, 1.8169, 1.5768, 11.4669
Si, 7.516, 2.3133, 10.6636
Si, 10.0273, 0.7647, 11.8001
Si, -0.4117, 4.5046, 11.5132
Si, 1.5906, 5.4928, 10.6021
Si, 7.4262, 4.5648, 11.1958
Si, 1.8231, 7.5532, 11.5954
Si, 5.7061, 7.8238, 11.4463
Si, 9.3726, 7.7289, 11.4826
Si, 0.1001, 10.8396, 11.3469
Si, 3.8359, 10.8913, 11.4534
Si, 7.7408, 11.0759, 11.458
O, 10.3908, 0.4713, 13.3939
O, 10.9303, 4.622, 13.1581
O, 1.7132, 1.9793, 13.0628
O, 7.5958, 11.037, 13.1197
O, 3.5739, 5.0228, 13.0526
O, 5.8846, 1.8076, 13.3093
O, 7.2684, 4.6674, 12.8315
O, 12.177, 10.8604, 12.9552
O, 5.7942, 7.8922, 13.1055
O, 8.9513, 7.6736, 13.1096
O, 3.8336, 10.9937, 13.1263
O, 2.0605, 7.2215, 13.2402
O, 9.5626, 11.4822, 29.0979
O, 3.4058, 0.8247, 27.7315
O, 5.5634, 3.986, 27.4275
O, 6.0192, 11.2403, 26.6185
O, 8.64, 13.7594, 27.7898
O, 2.031, 3.1733, 27.8668
O, 2.4959, 11.0374, 27.2965
O, 7.5628, 7.6474, 26.9546
O, 4.4896, 7.352, 27.7598
O, 0.1304, 13.458, 27.8817
O, 10.6121, 10.4902, 26.7118
O, 10.2605, 3.9929, 27.7525
Si, 4.596, 4.7356, 23.1882
Si, 12.0085, 4.592, 21.501
Si, 9.9242, -0.371, 14.7269
Si, 2.2788, 11.6002, 25.7881
Si, 7.2333, 11.7999, 14.5244
Si, 7.3686, 9.28, 16.3205
Si, 1.8243, 1.7417, 17.0744
Si, 2.8879, 2.8284, 21.4851
Si, 2.101, -2.4585, 16.5272
Si, 1.6638, 6.0604, 18.9867
Si, 5.3437, 2.4153, 14.7123
Si, 1.3664, 9.6125, 23.7144
Si, 4.5577, 4.1398, 26.1199
Si, 4.0838, 12.0594, 14.3417
Si, 3.106, 13.1163, 21.267
Si, 2.6324, 2.0127, 26.8828
Si, 8.8297, 4.0277, 21.6384
Si, 5.6982, 7.3642, 14.6489
Si, 4.7879, 1.7449, 17.4544
Si, 11.57, 10.3737, 14.3804
Si, 0.2576, 13.6714, 26.2864
Si, 1.1061, 4.6686, 16.4053
Si, 11.4593, 5.1978, 24.4536
Si, 4.3474, 12.3643, 23.9588
Si, 2.9345, 6.1135, 14.1108
Si, 8.6902, 5.611, 24.2997
Si, 5.7829, 13.2054, 19.5961
Si, 10.3319, 4.9089, 14.6595
Si, 7.2967, 4.7451, 14.4349
Si, 9.6573, 7.9023, 14.5771
Si, 7.1367, 10.4526, 19.2512
Si, -1.7733, 12.0479, 19.8366
Si, -0.1326, -0.2521, 17.3655
Si, 10.5742, 9.2091, 25.6667
Si, 0.6175, 6.893, 26.919
Si, 8.8755, 14.3197, 26.2975
Si, 6.3974, 5.5197, 20.7488
Si, 8.2026, 0.8334, 21.3739
Si, 7.723, 8.0943, 25.3873
Si, 6.2559, 10.6559, 25.0934
Si, 5.2921, 8.5202, 20.8409
Si, 3.5742, 7.0385, 26.4357
Si, 3.6996, 7.7029, 23.4415
Si, 7.2121, -0.2905, 24.0643
Si, 0.9628, 11.0759, 20.9628
Si, 2.6402, 14.8677, 14.2851
Si, 14.2063, 9.0812, 19.0824
Si, 4.2788, 4.192, 19.0366
Si, 9.6565, 17.2238, 26.2486
O, 4.1748, 6.8329, 14.9044
O, 5.48, 1.4327, 16.0078
O, 6.1268, 7.1222, 20.6725
O, 1.1015, 12.0832, 17.1359
O, 12.389, 5.6437, 17.6735
O, 5.6834, 12.2733, 14.5534
O, 11.0265, 7.9204, 26.5445
O, 5.6117, 13.3999, 23.8051
O, 3.1276, 5.3319, 18.8932
O, 10.4225, 4.2394, 21.3288
O, 2.3051, 10.2901, 24.8429
O, 8.6439, 5.0404, 25.8365
O, 4.0694, 8.7783, 19.766
O, 9.067, 8.9665, 25.1425
O, 13.4249, 3.3639, 17.0779
O, 8.2822, 13.043, 14.7381
O, 8.1792, 13.7064, 22.9168
O, 10.3595, 13.9441, 25.7055
O, 3.4253, 13.4923, 13.9175
O, 3.5733, 3.5331, 22.7842
O, 10.3405, 6.4987, 15.0238
O, 5.7539, 14.3916, 18.501
O, 10.3929, -0.9153, 18.3753
O, 0.5975, 1.1055, 17.9438
O, 2.6934, 9.9299, 17.6769
O, 12.3259, 5.7999, 25.6903
O, 4.2923, 12.9491, 20.1794
O, 11.3117, 4.1732, 15.7273
O, 2.1653, 8.261, 23.2443
O, 8.4499, 4.4352, 23.1919
O, 7.6094, 13.808, 25.4513
O, 7.4392, 11.4974, 24.3234
O, 7.2674, 9.4357, 17.9569
O, 1.7302, 12.4877, 20.6753
O, 8.8126, 4.3551, 14.8975
O, 1.6289, 9.9099, 20.0686
O, 11.5072, 9.3213, 24.3569
O, 13.4816, 7.6544, 18.8494
O, 7.9757, 5.0723, 20.6982
O, 4.9242, 10.8624, 24.1977
O, 10.8599, 8.9338, 14.2686
O, 4.0855, 7.7552, 25.0533
O, 10.6033, 0.2501, 16.0641
O, 0.6946, 5.0137, 23.0712
O, 10.4225, 11.4661, 14.7519
O, 1.3402, 3.281, 21.246
O, 6.7668, 13.7714, 20.7604
O, 3.7135, 2.7571, 25.9172
O, 3.7258, 2.6623, 14.5902
O, 10.9892, 11.2762, 20.6616
O, 6.4032, 9.689, 20.5146
O, 10.2081, 6.1955, 24.0628
O, 8.7155, 2.5298, 26.2428
O, 1.3635, 1.4556, 26.0118
O, 12.7038, 10.6385, 22.5069
O, 0.8321, 12.3203, 25.6004
O, 8.6783, 8.4439, 15.7731
O, 6.8451, 6.2308, 14.9246
O, 7.4761, 10.7939, 15.7671
O, 1.643, 1.2291, 15.5355
O, 6.022, 8.556, 15.7226
O, 8.4386, 2.4571, 21.3522
O, 5.676, 4.8938, 19.4457
O, 2.8622, 14.6374, 21.7309
O, 3.5435, 5.4074, 26.3302
O, 7.6313, 6.8497, 24.3224
O, 2.0922, 7.6156, 26.8384
O, 15.323, 6.1121, 23.0845
O, 8.6181, 10.9642, 19.7058
O, 3.4124, 12.6775, 25.2665
O, 6.497, 9.0748, 25.0455
O, 5.8072, 4.8542, 22.1167
O, 3.487, 12.2857, 22.6035
O, 6.1971, 3.7404, 15.0667
O, 3.7926, 3.1198, 20.1644
O, 4.6734, 3.3604, 17.6921
O, 2.0165, 5.3987, 15.2557
O, -2.2152, 13.4373, 20.5838
O, 3.3951, 11.5551, 15.7375
O, 12.4783, 5.7162, 20.3952
O, 4.684, 8.5046, 22.3823
O, 5.269, 4.433, 24.662
O, 1.1721, 10.149, 15.445
O, 6.2828, 11.8109, 18.9061
O, 10.8325, 3.7989, 25.0882
O, 3.2599, 1.1724, 17.6079
O, 6.538, 9.597, 28.5941
O, 8.6185, 1.6055, 11.6877
O, 9.2318, 9.0665, 28.3872
O, 5.4771, 13.2968, 11.584
O, 1.7351, 13.3445, 11.3901
O, 11.6844, 9.9821, 29.1374

Results
free energy: -219172.110 eV
free energy less fixed offsets of O -568.88, Si -635.61 eV per atom: -0.020 eV

Forces (eV/angstrom), in the order of the atoms: element, x, y, z
Si, -0.0079, -0.001, 0.002
Si, 0.0129, 0.0085, 0.0154
Si, 0.0084, -0.016, 0.0066
Si, 0.0053, 0.0056, -0.0084
Si, 0.016, -0.0101, 0.0006
Si, -0.0113, -0.0001, 0.0086
Si, 0.0111, 0.0075, -0.0033
Si, 0.0068, -0.0034, -0.0041
Si, 0.0199, -0.0067, -0.0029
Si, 0.0045, 0.0236, 0.0059
Si, 0.0046, 0.0214, 0.0249
Si, 0.0127, 0.0276, 0.013
Si, -0.0198, -0.0273, -0.0034
Si, 0.0181, -0.0215, 0.004
Si, -0.0051, -0.027, 0.0094
Si, -0.0045, -0.0277, -0.0079
Si, -0.0212, -0.0202, -0.0018
Si, -0.0203, -0.0049, -0.0038
Si, -0.0328, -0.0034, -0.0021
Si, -0.0452, -0.0025, -0.0094
Si, -0.0276, 0.0256, -0.0037
Si, -0.0101, -0.0081, -0.0072
Si, -0.0423, -0.0049, -0.0106
Si, -0.0012, -0.0376, -0.0143
Si, -0.0479, -0.0469, 0.0549
Si, 0.0675, -0.0431, 0.0263
Si, -0.0349, -0.0644, 0.0074
Si, -0.0497, -0.0635, -0.0289
Si, -0.0592, -0.0535, 0.0091
Si, -0.054, -0.0446, -0.0973
Si, -0.1175, 0.0341, -0.2444
Si, -0.1335, 0.0154, -0.1074
Si, -0.0465, 0.0906, -0.115
Si, -0.0177, 0.0045, 0.1006
Si, -0.1372, 0.0285, 0.1271
Si, 0.0111, -0.039, 0.1471
Si, -0.0179, 0.0144, -0.1924
Si, 0.1849, 0.0413, -0.0854
Si, 0.0059, -0.2812, -0.3133
Si, 0.0279, -0.0699, 0.3206
Si, 0.0981, -0.122, -0.0355
Si, 0.0696, 0.0086, 0.0263
Si, 0.0421, 0.0313, 0.2982
Si, 0.0556, 0.1209, 0.272
Si, -0.0531, 0.0994, -0.0424
Si, 0.1862, 0.1089, -0.0619
Si, 0.1362, 0.0875, -0.0306
Si, -0.088, 0.2017, -0.1767
Si, -0.0155, 0.0309, 0.0221
Si, 0.0606, 0.0406, 0.0131
Si, 0.0105, -0.0993, 0.0166
Si, 0.0076, -0.0293, -0.0029
Si, 0.0392, -0.0538, 0.0094
Si, 0.0248, -0.0003, 0.0065
Si, 0.0051, 0.0064, -0.0079
Si, 0.0255, 0.0341, -0.0025
Si, -0.0245, 0.0164, 0.0188
Si, 0.0667, 0.0477, 0.001
Si, 0.051, 0.0316, -0.0065
Si, -0.0328, 0.0962, 0.01
Si, 0.0093, 0.0105, 0.0107
Si, -0.0196, -0.0013, 0.0109
Si, -0.0053, 0.0297, -0.0384
Si, -0.0049, -0.0076, 0.0137
Si, -0.0149, 0.0217, -0.0041
Si, 0.0106, 0.009, -0.0032
Si, -0.0089, -0.0185, -0.0362
Si, -0.0067, -0.0077, 0.0102
Si, -0.0219, -0.0017, -0.0067
Si, -0.0038, -0.0247, -0.032
Si, -0.0063, -0.0245, 0.0002
Si, -0.011, -0.0264, 0.0075
Si, 0.0141, -0.0113, 0.0314
Si, -0.0042, 0.0059, 0.0002
Si, 0.0147, -0.0071, -0.0296
Si, -0.0006, -0.01, -0.0083
Si, -0.0005, -0.0053, -0.0378
Si, 0.0023, -0.0014, -0.0305
Si, 0.0001, 0.0028, -0.0004
Si, 0.0003, 0.0035, -0.0015
Si, -0.0066, -0.0295, 0.0117
Si, 0.0031, -0.0107, -0.0382
Si, -0.0155, 0.021, -0.0108
Si, 0.0008, -0.0036, -0.0035
Si, -0.0021, -0.0012, 0.0122
Si, 0.0158, -0.0247, -0.0168
Si, 0.0036, -0.0032, 0.0012
Si, 0.0016, 0.0104, 0.0052
Si, -0.0021, 0.0082, 0.0029
Si, -0.0014, 0.0044, -0.0001
Si, 0.0085, -0.0055, 0.0081
Si, -0.0142, 0.0024, 0.0063
Si, 0.0056, -0.0032, 0.0033
Si, -0.017, 0.0034, 0.0095
Si, -0.0045, 0.0079, 0.0001
Si, -0.0089, 0.0063, -0.0088
Si, -0.0009, -0.0016, 0.0019
Si, -0.0018, -0.0004, -0.0005
Si, 0.002, -0.0042, -0.0033
Si, -0.0034, -0.002, -0.0007
Si, 0.0019, -0.0008, -0.001
Si, -0.0025, 0.0017, -0.0004
Si, -0.0008, -0.0035, -0.0081
Si, -0.0021, 0.0022, -0.0077
Si, 0.0025, 0.0001, -0.0039
Si, -0.0058, -0.0002, 0.0017
Si, -0.0002, 0.0083, -0.0089
Si, 0.0035, 0.0045, 0.0085
Si, -0.0022, -0.0019, 0.0052
Si, 0.0009, -0.0035, 0.0015
Si, 0.0001, 0.0032, -0.0004
Si, 0.0031, 0.0018, 0.0041
Si, -0.0012, -0.0012, 0.0028
Si, -0.0002, -0.0044, 0.0011
Si, 0.0053, -0.0006, -0.0004
Si, -0.0039, 0.0035, -0.0017
Si, 0.007, -0.0038, 0.0021
Si, 0.0035, 0.0073, 0.0025
Si, 0.0028, 0.0035, 0.0064
Si, -0.0055, -0.005, 0.0033
Si, 0.0025, 0.0003, 0.0044
Si, 0.0018, -0.0009, 0.0003
Si, -0.0025, -0.0029, 0.0005
Si, 0.0005, 0.0014, 0.0017
Si, -0.0005, 0.0016, 0.0035
Si, 0.0018, 0.0024, 0.0002
Si, -0.004, -0.0034, -0.0038
Si, -0.0006, -0.0001, 0.0049
Si, 0.0007, -0.0015, 0.0022
Si, -0.0003, -0.0027, 0.0027
Si, -0.0002, -0.0001, 0.002
Si, 0.0014, -0.006, -0.0009
Si, 0.0006, -0.0004, -0.0025
Si, -0.0001, 0.002, -0.0013
Si, 0.0002, -0.0017, -0.0034
Si, 0.0018, -0.0008, -0.0023
Si, -0.0014, 0.0015, 0.0005
Si, 0.0003, -0.0011, -0.0024
Si, -0.0002, 0.0014, -0.0011
Si, 0.0012, 0.0012, -0.0028
Si, 0.0001, 0.001, -0.0029
Si, 0.0035, -0.0001, -0.0004
Si, -0.0002, 0.0006, -0.0004
Si, 0.0016, 0.0014, 0.0002
Si, -0.0028, 0.0015, -0.0031
Si, -0.0019, 0.0014, -0.0017
Si, 0.0029, -0.0026, -0.0075
Si, 0.0009, -0.002, 0.0014
Si, 0.004, -0.0015, 0.0011
Si, 0.0006, 0.0021, -0.0055
Si, -0.0037, 0.0007, 0.002
Si, -0.0042, 0.0019, 0.0015
Si, -0.0027, 0.0021, -0.001
Si, -0.0023, -0.0021, 0.002
Si, 0.0006, -0.001, -0.0024
Si, 0.0019, -0.003, 0.0008
Si, 0.0059, 0.0023, 0.0061
Si, 0.0001, -0.0012, 0.0074
Si, 0.0038, 0.0034, 0.0087
Si, -0.001, 0.0009, 0.0021
Si, 0.0003, 0.0003, -0.0008
Si, -0.0016, -0.0034, 0.0012
Si, -0.0034, -0.0002, 0.0056
Si, -0.0043, -0.001, 0.0011
Si, -0.0062, -0.0002, 0.0034
Si, -0.0032, 0.0013, 0.005
Si, -0.0013, -0.0029, 0.0022
Si, -0.0041, 0.0032, -0.0015
Si, -0.0003, -0.0207, -0.003
Si, -0.0052, -0.0036, -0.0007
Si, -0.0002, 0.0131, -0.0111
Si, 0.0159, 0.005, 0.0261
Si, -0.0017, 0.0027, -0.0026
Si, -0.0012, 0.0038, -0.0098
Si, 0.0135, -0.0024, -0.002
Si, 0.0095, -0.0105, -0.0053
Si, 0.0027, -0.0002, -0.0078
Si, 0.0016, -0.017, -0.0114
Si, 0.0072, 0.0116, 0.0106
Si, -0.0051, -0.0002, -0.0055
Si, -0.0041, 0.0325, -0.0043
Si, -0.0248, -0.0039, -0.0301
Si, 0.0364, -0.0099, -0.0177
Si, -0.0009, 0.0024, 0.0053
Si, -0.0022, 0.0057, -0.0018
Si, -0.0005, 0.0038, 0.0238
Si, 0.0037, 0.0011, 0.0106
Si, -0.0013, -0.0005, 0.0108
Si, -0.0042, -0.0027, 0.0179
Si, -0.0031, 0.0098, 0.0166
Si, -0.0064, -0.0024, 0.0117
Si, -0.0065, 0.0055, 0.0164
O, 0.0127, 0.0093, -0.0098
O, 0, -0.0067, -0.0094
O, -0.004, 0.0017, -0.0077
O, 0.0043, -0.0111, -0.0361
O, 0.0045, -0.0126, -0.0207
O, 0.0037, -0.0092, -0.0009
O, 0.0087, -0.0037, -0.0139
O, 0.0039, 0.0099, -0.0416
O, -0.0033, 0.0019, -0.004
O, 0.001, -0.0047, -0.0215
O, -0.0056, -0.0067, -0.016
O, -0.0155, 0.021, -0.0231
O, 0.0101, 0.0067, -0.0076
O, -0.0003, 0.0089, 0.0083
O, 0.0162, -0.0045, 0.042
O, -0.0061, 0.0018, 0.0104
O, -0.0168, 0.035, -0.0903
O, -0.0041, 0.0095, 0.007
O, 0.0079, -0.0019, 0.015
O, -0.0067, 0.0009, 0.0038
O, -0.0044, -0.006, 0.0082
O, -0.0079, 0.0027, -0.0185
O, 0.0003, 0.0147, 0.0104
O, -0.0141, 0.0002, -0.0047
Si, -0.0001, -0.0014, 0.0058
Si, -0.0015, -0.0003, 0.0063
Si, -0.0038, -0.0045, -0.0025
Si, 0.0081, -0.0018, 0.0156
Si, -0.0086, 0.0039, -0.005
Si, -0.0001, -0.0009, -0.0101
Si, 0.0048, 0.0031, 0.0047
Si, 0.0048, -0.0038, 0.0071
Si, -0.0048, 0.0047, -0.0026
Si, -0.0006, -0.0003, 0.0001
Si, 0.0011, -0.0008, -0.0097
Si, 0.0009, 0.0011, 0.0073
Si, 0.008, 0.0036, -0.0033
Si, -0.0041, 0.0068, -0.0031
Si, 0.0087, 0.0012, 0.0162
Si, 0.004, -0.0094, 0.0086
Si, -0.0012, -0.0006, 0.0114
Si, 0.0144, 0.0067, -0.0095
Si, -0.0044, -0.0016, -0.0052
Si, -0.007, -0.0095, 0.0025
Si, 0.0116, -0.019, -0.0117
Si, -0.0065, -0.0078, -0.0061
Si, -0.003, 0.0102, 0.0073
Si, -0.0055, -0.0149, 0.0057
Si, -0.0021, -0.0159, -0.008
Si, 0.0028, -0.0064, 0.0017
Si, -0.0023, 0.0025, 0.0026
Si, 0.0111, 0.003, 0.0047
Si, -0.0176, 0.0024, -0.016
Si, -0.0035, 0.0078, 0.0009
Si, -0.0017, 0.001, 0.0053
Si, 0.0101, 0.0117, 0.01
Si, 0.0019, 0.0021, -0.0003
Si, 0.0041, -0.0132, -0.0024
Si, -0.0079, 0.0016, -0.0094
Si, -0.1342, 0.0219, 0.0032
Si, -0.0064, 0.0014, 0.0012
Si, 0.0069, -0.009, 0.0192
Si, -0.0047, 0.0068, 0.0082
Si, -0.0053, 0.0088, 0.0039
Si, 0.0007, -0.0009, 0.0058
Si, 0.0032, 0.011, -0.006
Si, 0, 0.0023, 0.0049
Si, 0.0285, 0.0039, 0.0525
Si, -0.0069, -0.0026, 0.005
Si, -0.0084, -0.0074, -0.0008
Si, -0.0061, 0.0037, 0.0089
Si, 0.0013, 0.0007, 0.0024
Si, -0.0374, -0.0313, 0.0078
O, -0.0082, 0.0001, 0.0139
O, 0.003, -0.0033, 0.0115
O, -0.0005, -0.0005, -0.0042
O, 0.0031, -0.0038, 0.0026
O, 0, 0.0021, 0.0054
O, -0.0027, 0.0022, 0.0079
O, 0.0022, -0.0034, -0.003
O, 0.0082, -0.0056, -0.0035
O, 0.0009, 0.0007, -0.0002
O, 0.0001, -0.0009, -0.0056
O, 0.0008, 0.0027, -0.001
O, 0.0097, -0.0247, 0.0072
O, 0.0005, 0.0027, -0.0007
O, 0.0035, 0.0043, -0.0066
O, 0.0005, 0.0053, 0.0037
O, -0.0007, 0.0109, 0.0157
O, -0.0169, -0.0151, 0.0064
O, -0.0267, 0.0113, -0.0134
O, 0.0014, -0.0046, 0.0025
O, 0.0013, 0.003, -0.0042
O, -0.0027, 0.0006, 0.0061
O, 0.0008, -0.0041, 0.0038
O, -0.0052, -0.0042, 0.0185
O, -0.0045, -0.0067, 0.0011
O, -0.0003, 0.0008, 0.002
O, 0.0029, 0.003, 0.0075
O, -0.0087, -0.0016, 0.0075
O, -0.0029, 0.0023, 0.0049
O, 0.0038, -0.0021, -0.0056
O, 0.0002, 0.0025, -0.0009
O, 0.1224, 0.0646, 0.0187
O, -0.0046, 0.0412, -0.0106
O, 0.0014, -0.0038, -0.008
O, 0.0073, 0.0029, -0.0001
O, 0.0081, -0.0046, 0.0138
O, 0.0068, -0.0019, -0.0068
O, -0.0113, 0.0009, 0.0045
O, -0.0007, 0.0012, 0.0013
O, 0.0019, 0.001, -0.0046
O, -0.002, 0.0208, -0.0045
O, 0.0066, -0.0031, 0.0047
O, -0.0015, -0.0057, 0.0092
O, -0.0018, 0.0046, 0.0093
O, -0.0008, 0.0006, 0.0021
O, -0.0087, -0.0046, 0.0178
O, -0.0001, -0.0001, -0.0046
O, 0.008, 0.0023, -0.001
O, -0.0072, -0.0092, -0.0049
O, -0.0056, 0.0092, 0.0098
O, -0.0068, 0.0066, -0.0135
O, -0.0014, -0.0016, -0.0028
O, 0.0013, -0.0002, -0.0059
O, 0.0546, -0.0969, 0.0544
O, 0.0167, 0.0242, -0.0087
O, 0.002, -0.0012, -0.0042
O, -0.0022, -0.0038, -0.0048
O, 0.0042, -0.0077, 0.0027
O, -0.0009, 0.0002, 0.008
O, -0.0006, 0.0008, 0.0146
O, -0.0031, -0.0037, -0.0054
O, -0.0052, -0.0055, 0.0012
O, -0.0009, -0.0088, -0.0038
O, 0.002, 0.0027, 0.0037
O, 0.0036, -0.01, -0.0144
O, -0.0052, -0.0013, -0.0028
O, 0.0024, 0.0038, -0.0025
O, 0.0023, -0.0027, 0.0041
O, -0.0013, 0.0009, -0.0054
O, 0.003, 0.0023, 0.0003
O, -0.0008, -0.0046, -0.0127
O, 0.0073, -0.0104, -0.0053
O, -0.002, -0.0003, 0.0007
O, 0.0064, 0.0127, 0.0008
O, 0.0021, 0.0072, 0.011
O, -0.0028, 0.0004, 0.0021
O, 0.0001, 0.0016, 0.0036
O, 0.0071, 0.0107, -0.0031
O, -0.0059, -0.0119, -0.0042
O, 0.0046, 0.002, -0.001
O, -0.001, -0.0001, -0.002
O, -0.0009, -0.0014, -0.0039
O, -0.0023, -0.002, 0.0069
O, 0.0019, -0.002, 0.0085
O, -0.0014, 0.0029, 0.0008
O, -0.0107, -0.0153, 0.0094
O, 0.0029, -0.0003, 0.0031
O, -0.0022, -0.0013, 0.0049
O, -0.0265, 0.017, 0.032
O, 0.013, 0.0014, -0.0018
O, -0.0037, -0.022, 0.0023
O, 0.0063, -0.0011, 0.0213
O, 0.0052, -0.0031, 0.0019

The program warned: the cutoff lies below the one the program advises for these potential files; the forces do not sum to zero within the program's tolerance; the exchange-correlation potential is rough where the density is thin.
